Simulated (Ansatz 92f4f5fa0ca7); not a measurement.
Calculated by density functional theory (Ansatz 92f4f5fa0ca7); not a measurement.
Periodic cell of 237 atoms, Si147O90, from a study of silicon, its oxide and their interface. The atomic structure is a simulated model.
Doubt: the cutoff is far below the 930 eV that the study's wrapper takes by default for these files, so forces and energies are approximate.

Settings: functional PBE; potential files Ansatz PAW; basis plane waves; wave-function cutoff 580 eV; density cutoff ratio 5; exchange-correlation grid ratio 1; k mesh 1 x 1 x 1, Gamma-centred; self-consistency stop 5e-08 eV per atom in the density residual; occupations fixed; spin none; net charge 0.

Cell vectors (angstrom)
a, 11.6015, 0, 0
b, 0, 10.938, 0
c, 0, 0, 33.0467

Atoms: element, x, y, z (angstrom)
Si, 0.1501, 0.0164, 24.1927
Si, 4.0637, 0.0565, 24.3335
Si, 7.7878, 0.056, 24.3909
Si, 2.0595, 1.376, 24.1479
Si, 5.9327, 1.4675, 24.4855
Si, 9.7947, 1.3252, 24.1621
Si, 0.004, 5.3983, 24.5612
Si, 3.8762, 5.4478, 24.1654
Si, 8.0576, 5.5488, 24.196
Si, 1.9461, 6.7406, 24.449
Si, 5.9334, 6.666, 24.1507
Si, 9.9068, 6.9768, 24.4326
Si, 2.0542, 2.6519, 26.1933
Si, 5.9101, 2.8882, 26.3029
Si, 9.7273, 2.634, 26.2044
Si, 0.081, 3.9674, 26.3667
Si, 3.9122, 4.1627, 26.1764
Si, 7.8984, 4.1978, 26.1866
Si, 2.004, 8.1993, 26.3032
Si, 5.8937, 8.086, 26.1879
Si, 9.7752, 8.3148, 26.3167
Si, 0.1183, 9.6744, 26.232
Si, 3.9642, 9.553, 26.2353
Si, 7.7926, 9.5919, 26.2924
Si, 0.0559, 0.0264, 28.2197
Si, 3.9438, -0.0137, 28.1937
Si, 7.7438, 0.0013, 28.2298
Si, 2.0128, 1.365, 28.1982
Si, 5.8452, 1.4169, 28.1952
Si, 9.687, 1.3524, 28.2101
Si, 0.0467, 5.4504, 28.2213
Si, 3.8942, 5.4606, 28.1855
Si, 7.8071, 5.4759, 28.196
Si, 1.9662, 6.8388, 28.2307
Si, 5.8461, 6.8244, 28.2046
Si, 9.7348, 6.8578, 28.2043
Si, 1.9336, 2.7345, 30.1474
Si, 5.8008, 2.7345, 30.1474
Si, 9.6679, 2.7345, 30.1474
Si, 0, 4.1018, 30.1474
Si, 3.8672, 4.1018, 30.1474
Si, 7.7343, 4.1018, 30.1474
Si, 1.9336, 8.2035, 30.1474
Si, 5.8008, 8.2035, 30.1474
Si, 9.6679, 8.2035, 30.1474
Si, 0, 9.5708, 30.1474
Si, 3.8672, 9.5708, 30.1474
Si, 7.7343, 9.5708, 30.1474
Si, 0, 0, 32.081
Si, 3.8672, 0, 32.081
Si, 7.7343, 0, 32.081
Si, 1.9336, 1.3673, 32.081
Si, 5.8008, 1.3673, 32.081
Si, 9.6679, 1.3673, 32.081
Si, 0, 5.469, 32.081
Si, 3.8672, 5.469, 32.081
Si, 7.7343, 5.469, 32.081
Si, 1.9336, 6.8362, 32.081
Si, 5.8008, 6.8362, 32.081
Si, 9.6679, 6.8362, 32.081
Si, 1.9336, 2.7345, 0.9679
Si, 5.8008, 2.7345, 0.9679
Si, 9.6679, 2.7345, 0.9679
Si, 0, 4.1018, 0.9679
Si, 3.8672, 4.1018, 0.9679
Si, 7.7343, 4.1018, 0.9679
Si, 1.9336, 8.2035, 0.9679
Si, 5.8008, 8.2035, 0.9679
Si, 9.6679, 8.2035, 0.9679
Si, 0, 9.5708, 0.9679
Si, 3.8672, 9.5708, 0.9679
Si, 7.7343, 9.5708, 0.9679
Si, -0.0462, -0.0027, 2.8864
Si, 3.7908, -0.0004, 2.9023
Si, 7.6907, 0.0098, 2.9031
Si, 1.8785, 1.3935, 2.9199
Si, 5.7392, 1.3543, 2.9052
Si, 9.6217, 1.3732, 2.9126
Si, -0.0761, 5.4541, 2.9125
Si, 3.8456, 5.4832, 2.8648
Si, 7.6832, 5.4289, 2.9444
Si, 1.8861, 6.8044, 2.8709
Si, 5.7775, 6.8567, 2.9113
Si, 9.5872, 6.845, 2.9128
Si, 1.8744, 2.818, 4.8417
Si, 5.6689, 2.6546, 4.9045
Si, 9.5728, 2.6159, 4.9495
Si, -0.1317, 4.058, 4.8508
Si, 3.8279, 4.1622, 4.7998
Si, 7.6185, 4.037, 4.9128
Si, 1.8355, 8.0844, 4.8458
Si, 5.7351, 8.328, 4.79
Si, 9.5101, 8.2213, 4.8506
Si, -0.088, 9.4868, 4.7597
Si, 3.7438, 9.5832, 4.8543
Si, 7.6513, 9.7148, 4.9265
Si, 0.0291, -0.0957, 6.6319
Si, 3.6839, -0.0117, 6.8204
Si, 7.5913, 0.0959, 6.9508
Si, 1.8267, 1.3602, 6.6569
Si, 5.6265, 1.3807, 6.9471
Si, 9.6865, 1.215, 6.9199
Si, -0.2691, 5.3839, 6.7683
Si, 3.8448, 5.5855, 6.6741
Si, 7.4344, 5.4966, 6.7799
Si, 1.7514, 6.6426, 6.7956
Si, 5.6872, 7.0376, 6.7014
Si, 9.4747, 6.7406, 6.7013
O, 5.6065, 2.3754, 8.3253
O, 10.0439, 2.1016, 8.2948
O, 7.4021, 10.0706, 8.3102
O, 3.1992, 9.9719, 8.145
O, 10.7065, 4.6575, 8.1685
O, 5.8328, 7.9056, 8.1441
O, 4.1773, 4.5746, 7.9529
O, 0.5029, 9.8934, 7.9363
O, 1.6902, 1.9349, 8.2201
O, 9.8435, 7.5327, 8.1279
O, 1.8941, 7.6074, 8.146
O, 7.6624, 1.794, 11.5136
O, 9.8427, 2.294, 22.7753
O, -0.3028, 4.5472, 23.1368
O, 10.4909, 7.7439, 23.037
O, 1.6331, 7.7405, 23.1469
O, 11.8428, 10.0025, 22.8054
O, 8.6106, 4.6263, 22.8924
O, 5.9032, 7.7122, 22.8373
O, 7.3458, 9.9552, 23.149
O, 1.9137, 2.4177, 22.8179
O, 3.5019, 4.5784, 22.7674
O, 4.5982, -0.8905, 23.0352
O, 6.0016, 13.2805, 23.0527
Si, -1.0748, 6.7519, 12.1508
Si, -3.0209, 8.7263, 13.5456
Si, 5.5146, 3.9772, 8.681
Si, 6.2827, 1.5938, 12.3852
Si, 5.6028, 13.4299, 21.4912
Si, 4.1046, 14.4729, 11.2017
Si, 21.1346, 7.7388, 9.6969
Si, -6.9946, 17.5133, 18.5967
Si, 11.8965, 8.4053, 22.4844
Si, 6.5024, 3.8126, 14.3568
Si, -4.9537, 4.8963, 19.8158
Si, 9.9953, 14.8159, 22.3922
Si, 2.1101, 4.9175, 19.2225
Si, 1.8328, -1.7624, 8.5765
Si, 5.9675, 10.7623, 19.9113
Si, 5.9764, -1.6348, 22.5255
Si, 11.7985, 0.7475, 12.004
Si, 0.0325, 7.3014, 19.6238
Si, -2.2312, 4.416, 13.8807
Si, -7.9709, -5.9665, 13.8453
Si, 4.2769, -1.2034, 17.8516
Si, 7.0042, 7.5001, 15.8641
Si, 2.8166, 3.3923, 21.8689
Si, 6.2282, 4.8518, 17.0248
Si, -1.88, 5.1348, 19.6727
Si, 1.5851, 13.2485, 9.7898
Si, -4.5839, 10.1849, 17.22
Si, 9.2058, 2.3572, 11.6183
Si, 5.9721, 9.4431, 12.008
Si, -2.1187, 10.6961, 15.6276
Si, -1.1092, 3.3988, 9.1767
Si, 2.089, -1.4157, 15.8085
Si, 6.7234, -2.0928, 9.1368
Si, 12.0859, 12.1826, 15.0217
Si, 13.3174, 3.9342, 16.2754
Si, 4.2827, 7.9499, 14.1676
Si, -1.0614, -5.7028, 16.6228
Si, -12.0414, 8.2437, 16.8089
Si, 0.3476, 8.866, 11.1307
O, -5.4675, 3.9484, 21.0097
O, -12.8537, 6.8574, 16.5111
O, -0.0436, 8.342, 18.3848
O, -8.1605, 17.5212, 13.8815
O, -10.4779, 2.4637, 15.8891
O, 13.858, 14.9455, 17.8447
O, 5.2232, 4.6783, 13.9032
O, 5.8919, 0.0375, 12.5388
O, 5.2416, 4.2922, 10.2816
O, 0.2756, 10.067, 12.2424
O, 7.7606, 4.7193, 13.8247
O, 4.9245, 2.2743, 11.8222
O, 9.3948, 3.4537, 10.4085
O, 1.6529, 9.1329, 10.202
O, -11.1636, 7.3584, 11.839
O, 2.0175, 14.9192, 20.5586
O, 6.0917, 9.5034, 20.9223
O, 10.2659, 4.0401, 20.7673
O, 0.5376, 8.1661, 20.8879
O, 8.0869, 7.6867, 14.6815
O, -2.5577, -0.7649, 14.1394
O, -1.075, 1.0029, 15.4911
O, 0.9659, 8.3434, 15.9751
O, 0.513, 5.0191, 16.2764
O, 6.3367, 3.6453, 15.9613
O, -1.2237, 5.4682, 13.1262
O, -1.0428, 8.9056, 10.2355
O, -1.7407, 8.0292, 12.8859
O, 9.8081, -4.4866, 10.7033
O, -5.7475, 6.3153, 19.6243
O, -1.8606, 4.3949, 15.4686
O, 4.8009, 5.6506, 17.2418
O, 12.9053, 1.0926, 10.8506
O, -1.3978, 9.4948, 16.4517
O, 1.3747, -0.0797, 15.2692
O, -2.0693, 13.9395, 13.0916
O, 6.9165, 4.6824, 8.1893
O, 5.423, 10.304, 16.7979
O, 14.9337, 5.9783, 19.3806
O, 2.79, 9.8999, 17.2418
O, 6.5662, 4.0685, 18.4088
O, 7.9508, 8.0383, 9.8354
O, 7.3471, 8.5992, 17.0156
O, 4.4768, 10.6392, 19.2057
O, 10.1783, 6.6763, 19.9703
O, 2.8146, 4.3079, 15.1051
O, 3.2437, 9.0297, 14.7873
O, 4, 2.4491, 21.255
O, 0.8488, 5.9479, 19.182
O, 3.276, -6.5646, 12.3538
O, 10.2864, 1.1333, 11.4784
O, 6.569, 2.279, 13.8348
O, 2.9705, 3.0096, 10.1915
O, 4.492, 19.0821, 18.2181
O, 6.2137, 1.2669, 20.6086
O, 7.4451, 19.8498, 12.4242
O, -1.549, 4.7051, 18.1091
O, 7.1451, 10.5984, 18.7881
O, -3.5133, 0.1619, 16.3929
O, -6.763, 8.5513, 12.7581
O, 8.1666, 5.2867, 20.0232
O, -4.3475, 16.9812, 16.5586
O, -5.8059, -1.5838, 10.39
O, -6.0923, -3.2707, 15.2164
O, 12.1376, 12.4604, 13.4056
O, 11.9215, 14.2461, 9.9636

Results
free energy: -144630.782 eV
free energy less fixed offsets of O -568.88, Si -635.61 eV per atom: 3.088 eV

Forces (eV/angstrom), in the order of the atoms: element, x, y, z
Si, 0.025, -0.2943, -0.2067
Si, 0.2861, -0.258, -0.2017
Si, -0.1641, -0.2517, -0.0788
Si, -0.0308, 0.2909, -0.3246
Si, -0.0198, 0.3403, -0.1158
Si, -0.0968, 0.2801, -0.3304
Si, 0.0163, -0.3341, -0.0696
Si, -0.1794, -0.2413, -0.3557
Si, 0.0132, -0.1815, -0.384
Si, -0.1431, 0.3264, -0.1092
Si, 0.05, 0.4213, -0.3181
Si, 0.2504, 0.2554, -0.0929
Si, 0.0077, 0.1832, 0.1688
Si, -0.0527, 0.1621, 0.1185
Si, -0.0211, 0.2118, 0.156
Si, 0.0016, -0.2226, 0.0028
Si, 0.0577, -0.269, 0.2634
Si, -0.0517, -0.2365, 0.2068
Si, -0.0402, 0.1706, 0.1302
Si, -0.0069, 0.2545, -0.0471
Si, -0.0329, 0.2113, 0.1539
Si, -0.0287, -0.2537, 0.1055
Si, -0.0495, -0.2131, 0.0874
Si, 0.015, -0.2075, 0.1427
Si, 0.029, 0.1, -0.1404
Si, -0.0466, 0.0357, -0.0246
Si, 0.0227, 0.0946, -0.0293
Si, -0.0003, -0.1166, -0.0805
Si, 0.0211, -0.0733, -0.0463
Si, 0.0239, -0.1006, -0.1432
Si, -0.006, 0.0544, -0.0088
Si, 0.0057, 0.1399, -0.0818
Si, 0.0331, 0.1239, -0.0784
Si, 0.0739, -0.0848, -0.0237
Si, -0.0108, -0.1006, -0.1342
Si, -0.035, -0.0769, -0.0398
Si, 0.1389, 0.0355, -0.1422
Si, -0.0154, 0.0816, 0.0433
Si, 0.0023, 0.044, -0.0991
Si, 0.0162, -0.0372, 0.108
Si, 0.0217, 0.0041, -0.1324
Si, 0.0928, 0.0022, -0.1342
Si, -0.0086, 0.0272, 0.0949
Si, 0.0377, -0.025, -0.0592
Si, 0.0988, 0.0533, -0.0171
Si, 0.0593, 0.0161, -0.0702
Si, 0.116, -0.0049, -0.0992
Si, -0.0473, -0.0501, 0.068
Si, -0.0087, 0.0297, -0.0346
Si, 0.0061, 0.0475, -0.0138
Si, 0.0036, 0.0491, 0.0298
Si, -0.0106, -0.0867, -0.0068
Si, 0.0126, -0.0706, 0.0219
Si, -0.0044, -0.1066, 0.005
Si, 0.0069, 0.0391, 0.0292
Si, -0.0044, 0.0585, -0.0459
Si, -0.0122, 0.1039, 0.0102
Si, 0.0044, -0.0013, 0.0063
Si, -0.0142, -0.0761, -0.0158
Si, 0.0031, -0.046, 0.0009
Si, -0.0699, 0.087, 0.0828
Si, -0.0852, 0.0198, 0.0775
Si, -0.0031, 0.0765, 0.0799
Si, -0.116, -0.0174, 0.0045
Si, 0.0522, -0.0585, -0.185
Si, -0.0592, -0.0458, 0.1411
Si, -0.0768, -0.0028, -0.0595
Si, 0.0659, 0.0371, -0.0221
Si, -0.1171, -0.0115, 0.0472
Si, -0.0039, -0.0184, -0.0986
Si, -0.0832, -0.0483, 0.077
Si, -0.0556, -0.0255, 0.072
Si, -0.038, 0.0937, 0.0769
Si, -0.0267, 0.0863, 0.0617
Si, -0.0189, 0.161, 0.096
Si, 0.0482, -0.1267, 0.0631
Si, 0.0189, -0.0708, 0.1413
Si, -0.0624, -0.1345, 0.1047
Si, -0.0307, 0.1683, 0.1436
Si, -0.0029, 0.1287, 0.0309
Si, -0.0254, 0.0366, -0.0107
Si, -0.0177, -0.1215, 0.1274
Si, 0.012, -0.0958, 0.0547
Si, 0.0169, -0.1613, 0.0659
Si, -0.0237, 0.1768, -0.1733
Si, 0.0362, 0.2719, -0.1616
Si, -0.0281, 0.2582, -0.209
Si, 0.1687, -0.2718, -0.1235
Si, 0.0139, -0.1783, -0.1821
Si, 0.1164, -0.2276, -0.0913
Si, -0.0068, 0.1869, -0.0558
Si, -0.0655, 0.2079, -0.1351
Si, -0.0829, 0.1406, -0.0433
Si, 0.0197, -0.2594, -0.1294
Si, 0.0592, -0.1888, -0.1042
Si, 0.0508, -0.1732, -0.2711
Si, -0.0103, -0.3967, 0.1729
Si, -0.2114, -0.3902, 0.1887
Si, -0.0571, -0.3461, 0.318
Si, 0.0762, 0.3125, 0.2131
Si, 0.0578, 0.459, 0.4111
Si, 0.1977, 0.2566, 0.3678
Si, -0.3802, -0.2909, 0.1887
Si, -0.2016, -0.2289, 0.0716
Si, -0.2684, -0.2041, 0.3074
Si, 0.3293, 0.3286, 0.2448
Si, 0.1657, 0.367, 0.1789
Si, 0.2115, 0.2591, 0.2546
O, -0.0077, -0.3797, -0.4104
O, -0.1161, -0.2278, -0.411
O, 0.0608, 0.3627, -0.4011
O, 0.3664, 0.1347, -0.21
O, 0.0084, 0.1331, -0.2905
O, -0.1516, -0.1096, -0.2994
O, -0.0549, 0.0502, -0.1737
O, -0.107, 0.064, -0.183
O, 0.0156, -0.0559, -0.1939
O, -0.0039, -0.0461, -0.3961
O, -0.0652, -0.1612, -0.2534
O, 0.045, 0.0438, -0.0623
O, 0.0177, -0.2915, 0.3715
O, 0.1186, -0.0551, 0.0396
O, -0.1323, -0.0037, 0.1004
O, 0.0978, -0.0038, 0.1423
O, -0.0327, 0.2364, 0.2804
O, -0.2422, 0.0927, 0.217
O, -0.0045, -0.324, 0.2911
O, 0.1468, 0.0197, 0.128
O, -0.1245, -0.2735, 0.4502
O, 0.1317, 0.2332, 0.37
O, -0.1857, 0.0988, 0.1801
O, 0.0445, 0.0332, 0.2966
Si, 0.1788, 0.0555, 0.0155
Si, 0.0335, 0.0059, -0.0261
Si, -0.0796, 0.1875, 0.4139
Si, 0.0891, 0.0053, 0.0242
Si, 0.0137, -0.1264, -0.3928
Si, 0.0701, -0.1435, 0.3397
Si, 0.2045, -0.0758, 0.5983
Si, 0.0081, 0.0747, 0.0765
Si, -0.0015, -0.2053, -0.3072
Si, -0.0196, -0.0163, -0.0439
Si, 0.0388, 0.0267, -0.3087
Si, 0.1034, 0.2254, -0.307
Si, 0.0919, 0.2355, -0.2391
Si, -0.2171, 0.1204, 0.4549
Si, -0.0931, 0.0478, -0.3232
Si, -0.0062, 0.2137, -0.2733
Si, -0.1668, -0.1333, 0.0727
Si, -0.2145, -0.1302, -0.1752
Si, 0.0341, 0.1151, -0.0785
Si, 0.0808, -0.015, -0.0595
Si, -0.0373, 0.0128, 0.0853
Si, 0.0129, 0.0451, -0.0677
Si, 0.1658, -0.0342, -0.4079
Si, 0.0311, -0.0975, 0.0734
Si, -0.0808, 0.3117, -0.2346
Si, -0.0556, -0.1203, 0.3963
Si, 0.0267, 0.0126, 0.0411
Si, -0.0317, -0.1651, 0.2108
Si, 0.0961, 0.0846, 0.329
Si, -0.0148, -0.1336, -0.0607
Si, 0.0143, -0.0486, 0.4962
Si, -0.0136, -0.1073, 0.0291
Si, 0.0039, -0.1311, 0.4063
Si, -0.019, -0.0692, -0.1513
Si, 0.0122, 0.1112, -0.0535
Si, 0.0359, -0.0175, -0.0495
Si, 0.0127, 0.0322, 0.0115
Si, 0.0608, -0.0461, 0
Si, -0.1418, -0.2204, 0.359
O, -0.0211, -0.0209, 0.2584
O, 0.0189, -0.0012, -0.0173
O, 0.0212, -0.0005, 0.0683
O, -0.0203, 0.0096, 0.003
O, 0.0122, -0.0173, 0.049
O, -0.0117, -0.0235, 0.0424
O, 0.0114, 0.0346, -0.0113
O, -0.0533, -0.0826, -0.0291
O, 0.1502, 0.0191, -0.3404
O, 0.0555, 0.0152, -0.1376
O, 0.009, -0.0173, 0.0098
O, -0.112, 0.1212, -0.1131
O, 0.0743, 0.124, -0.3454
O, 0.2208, 0.0324, -0.3682
O, -0.1363, 0.0926, -0.0737
O, 0.0069, -0.0776, 0.3311
O, -0.0086, -0.1031, 0.249
O, 0.0141, -0.1704, 0.4333
O, -0.0328, 0.1306, 0.356
O, -0.051, -0.0452, 0.0659
O, -0.0058, 0.0322, 0.0385
O, -0.0031, 0.0331, 0.0557
O, 0.0039, 0.0251, -0.0348
O, 0.0028, -0.0106, -0.0105
O, -0.0071, 0.0297, 0.0283
O, -0.034, -0.0417, -0.0145
O, -0.0933, 0.035, -0.212
O, -0.028, 0.042, 0.0016
O, -0.013, 0.0528, -0.2627
O, -0.0358, -0.0165, 0.0902
O, 0.0128, -0.0562, 0.0441
O, 0.0493, -0.0658, -0.0463
O, 0.0677, 0.0577, -0.2672
O, -0.0043, 0.0327, 0.0256
O, 0.0052, 0.0252, -0.0011
O, 0.0053, -0.0169, -0.0163
O, 0.3036, 0.1067, -0.2266
O, 0.0555, 0.0038, 0.0083
O, -0.0832, -0.1095, 0.0592
O, -0.0245, 0.0298, -0.0009
O, -0.0499, 0.0796, 0.0148
O, -0.1126, -0.0425, -0.183
O, -0.0169, -0.0311, 0.014
O, 0.1493, -0.0185, 0.0312
O, 0.0804, -0.0795, 0.0548
O, -0.0621, -0.0374, 0.0505
O, -0.0157, 0.0221, -0.0165
O, -0.1473, -0.0689, 0.1392
O, -0.0154, -0.0677, 0.056
O, 0.0009, -0.0165, -0.0675
O, 0.0366, 0.0639, -0.0546
O, -0.013, 0.0219, 0.0606
O, -0.0054, -0.0074, -0.2067
O, -0.0161, -0.0059, 0.0108
O, 0.0334, 0.1047, 0.2507
O, -0.0626, -0.0159, -0.1009
O, 0.0095, -0.0435, 0.0707
O, -0.0618, -0.016, 0.0641
O, -0.0066, 0.0657, -0.0141
O, -0.0208, -0.0245, -0.0724
O, 0.0969, -0.0048, 0.1116
O, -0.0107, 0.0252, -0.0077
O, -0.0334, 0.0127, -0.302
O, 0.0169, 0.0202, 0.0219
O, 0.0224, 0.0787, 0.0479
O, -0.0638, 0.0619, -0.1486

The program warned: the cutoff lies below the one the program advises for these potential files; the exchange-correlation potential is rough where the density is thin.
